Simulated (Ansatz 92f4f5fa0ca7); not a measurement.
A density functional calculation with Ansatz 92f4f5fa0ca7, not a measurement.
Periodic cell of 196 atoms, Si117O79, from a study of silicon, its oxide and their interface. The atomic structure is a simulated model.

Settings: functional r2SCAN; potential files Ansatz norm-conserving; basis plane waves; wave-function cutoff 1300 eV; density cutoff ratio 4; exchange-correlation grid ratio 1; k mesh 2 x 2 x 1, shifted by 0.5 0.5 0.5 of a step; self-consistency stop 5e-08 eV per atom in the density residual; occupations Fermi-Dirac, 0.05 eV; spin none; net charge 0.

Cell vectors (angstrom)
a  11.5403  0  0
b  0  11.5403  0
c  -0.6867  -1.6301  26.7998

Atoms and the computed forces on them: element, x, y, z (angstrom), force x, y, z (eV/angstrom)
Si  8.7371  10.1848  -1.3325  -0.1093  0.0508  -0.3761
Si  6.8601  5.4548  0.0157  -0.1203  -0.2068  -0.5209
Si  6.2959  8.5078  3.0871  0.1693  0.0794  -0.587
Si  1.2965  11.8769  1.4869  0.8831  0.0884  -0.3234
Si  0.5016  4.6913  1.1617  0.0639  -0.3957  0.0424
Si  0.8402  7.8237  0.7235  0.2282  -0.5459  -0.1374
Si  2.675  10.9587  -0.8488  0.3194  0.0512  -0.4212
Si  4.2175  4.6206  0.1275  0.2082  -0.0183  -0.1353
Si  3.9015  8.506  3.1888  -0.3442  -0.0405  -0.1234
Si  -0.812  12.3049  2.5217  -0.8353  0.1791  -0.1767
Si  -1.5683  4.5953  3.1381  0.4282  0.0099  -0.2985
Si  -0.7892  8.2651  2.5197  -0.634  -0.4346  0.2161
Si  3.691  12.343  3.2895  -0.4932  0.1707  -0.2254
Si  2.855  4.5163  3.0311  0.2325  0.0344  -0.4138
Si  2.5629  9.1711  1.4276  0.7433  0.4323  0.3676
Si  7.993  12.356  0.6819  -0.4876  0.22  -0.2992
Si  7.594  4.6776  3.0758  -0.7164  -0.1035  -0.6926
Si  8.2081  8.0192  0.7644  -0.2057  0.01  -0.3286
Si  -0.8463  2.5545  4.1103  0.0039  0.0659  0.1732
Si  -0.7807  6.576  4.2234  0.2324  -0.0577  -0.1053
Si  -0.8365  10.3204  3.9063  -0.0044  -0.0582  0.3504
Si  3.1931  2.6942  4.4799  -0.0546  0.0046  0.1677
Si  3.1069  6.5557  4.2743  0.0139  -0.0359  -0.1446
Si  3.1752  10.3765  4.4469  0.2287  -0.1061  0.3813
Si  6.9142  2.6781  4.2497  -0.046  0.1095  -0.086
Si  6.9242  6.579  4.318  0.057  -0.0753  0.0154
Si  6.8078  10.3884  4.4117  -0.0483  0.2063  0.1154
Si  8.856  2.5321  5.5994  0.1266  -0.1364  0.0419
Si  8.8786  6.6579  5.6464  0.0156  0.1468  0.0939
Si  8.8874  10.3579  5.5742  0.0914  0.0434  -0.2613
Si  1.0859  2.6076  5.5408  -0.1519  -0.0491  0.0366
Si  1.1363  6.573  5.5834  -0.0613  0.0091  0.0612
Si  1.0418  10.3465  5.5292  0.0404  0.0545  -0.15
Si  5.1022  2.7288  5.7591  -0.075  -0.0139  0.061
Si  5.0022  6.4735  5.6802  -0.1508  0.0593  -0.0558
Si  5.018  10.3818  5.8966  -0.2647  0.0164  -0.0783
Si  8.86  12.223  7.0792  -0.0831  0.1072  0.0581
Si  8.9659  4.5826  6.824  -0.0339  -0.067  0.0167
Si  8.8564  8.5208  7.0911  -0.0412  -0.0726  0.0596
Si  1.0654  12.266  6.9958  0.0334  0.0741  -0.0086
Si  1.0737  4.5779  6.8379  0.2042  -0.0308  -0.0797
Si  1.0913  8.4712  7.0067  -0.0167  -0.073  -0.0712
Si  5.0307  12.3454  7.1442  0.1112  0.0156  0.1126
Si  4.9401  4.6114  7.0328  0.2169  -0.0229  0.0248
Si  5.0261  8.3989  7.0904  -0.0941  0.0989  0.0631
Si  -0.7869  12.3142  8.52  0.0303  -0.0246  -0.0695
Si  -0.7051  4.5891  8.3478  -0.1632  0.0809  0.0054
Si  -0.7723  8.4549  8.4938  0.097  0.0383  0.0054
Si  3.027  12.3256  8.3755  -0.0845  -0.0141  0.0743
Si  2.9263  4.5548  8.2426  -0.0246  -0.0573  0.0203
Si  3.0571  8.4682  8.3482  0.0227  -0.0215  0.0437
Si  6.94  12.2209  8.5158  -0.022  0.0587  -0.109
Si  7.0012  4.5923  8.0568  -0.2639  0.106  -0.1339
Si  6.9176  8.5215  8.4896  -0.0614  -0.0815  -0.0742
Si  -0.7269  2.7684  9.8921  -0.0032  -0.1335  0.0799
Si  -0.7283  6.4625  9.8206  -0.0656  0.0361  0.1225
Si  -0.7859  10.3732  9.8955  -0.1226  0.0014  -0.0058
Si  2.9563  2.729  9.7463  0.017  0.0428  -0.0707
Si  3.0336  6.4664  9.5722  -0.0815  -0.0382  -0.0824
Si  3.0494  10.3937  9.7291  0.0545  0.0985  -0.1611
Si  6.9379  2.7925  9.5086  -0.0248  0.0464  -0.1811
Si  6.9506  6.4126  9.4762  0.0691  -0.12  -0.2086
Si  6.8406  10.3638  10.0306  -0.0593  0.0367  0.0366
Si  8.7281  3.4748  10.8084  0.0447  0.086  0.0888
Si  7.6225  6.6322  12.8039  -0.0408  -0.0194  0.1184
Si  8.8395  10.3735  11.3182  0.1473  -0.0947  -0.2803
Si  1.2223  2.7504  11.4107  0.2049  -0.0481  -0.2237
Si  1.3155  6.4739  11.1331  0.0614  0.0695  -0.1987
Si  1.207  10.4177  11.1592  0.1585  -0.0012  0.1395
Si  5.1887  6.4677  12.7778  -0.0004  -0.0211  0.0676
Si  5.0107  5.7474  10.5948  -0.0262  -0.038  0.0887
Si  4.772  10.3799  11.3377  -0.1173  -0.0695  -0.0235
Si  10.8342  -0.1269  14.3749  0.2907  0.3453  0.4901
Si  8.8058  8.6692  13.083  -0.1029  0.2859  -0.1716
Si  11.0908  8.3411  13.7692  0.0134  0.683  0.2487
Si  1.6934  12.2698  12.6319  -0.5535  -0.0937  0.1176
Si  1.784  4.7357  12.697  -0.4613  0.1617  0.2279
Si  1.5099  8.44  12.4088  0.4472  0.1364  -0.2192
Si  5.0103  3.3451  10.7297  0.0446  -0.1049  -0.1349
Si  5.3528  2.662  12.954  -0.0039  0.2256  -0.0416
Si  4.0665  8.5625  12.8384  -0.0876  0.1673  0.0652
Si  7.9367  2.8116  12.878  0.2134  0.0039  0.2867
Si  -0.3465  6.1086  14.6714  -0.3349  -0.4983  0.3772
Si  8.7248  5.8656  10.8497  0.0499  -0.0388  -0.0039
Si  4.1363  12.0776  13.0677  0.496  -0.6446  0.6833
Si  3.9905  4.572  13.8406  0.3482  -0.0298  -0.1281
Si  5.181  9.7257  14.5802  -0.4667  -0.2482  0.1942
Si  6.4003  4.9079  16.6948  0.4872  -0.3029  -0.0535
Si  8.9709  12.1117  12.9621  -0.5403  0.1007  0.034
Si  7.5019  10.1698  14.4771  0.0201  0.1919  0.7013
Si  4.7162  8.4567  22.2292  0.1465  0.1142  0.0198
Si  3.7225  7.9082  19.3786  -0.0428  0.1984  0.2243
Si  12.4579  8.9064  18.9752  0.0129  0.2105  0.0431
Si  2.82  6.365  23.2047  0.2073  0.0398  -0.0233
Si  10.7132  11.2363  19.0435  0.067  0.0143  -0.0357
Si  9.4447  5.8281  21.5282  -0.3825  -0.066  0.1045
Si  4.1344  4.9707  16.2601  -0.2457  0.1911  0.1636
Si  11.2254  4.6812  23.392  -0.0723  -0.0919  -0.1415
Si  2.2599  3.9787  21.7219  0.0838  -0.1912  0.1541
Si  11.5044  6.3193  17.849  -0.1426  0.0679  0.158
Si  8.951  11.6709  16.7046  -0.0629  -0.0621  0.5206
Si  0.8223  6.6824  25.2593  -0.1648  0.1473  -1.1757
Si  0.8989  2.5513  25.3581  0.1375  -0.1261  -0.3675
Si  4.1126  10.8663  24.067  0.2792  0.1729  -0.2524
Si  10.7219  11.8323  21.8443  0.0553  -0.0082  0.1949
Si  5.4217  10.6361  29.9398  0.6579  -0.2159  -0.2853
Si  11.8574  7.8575  21.8199  -0.0754  0.1325  0.0523
Si  9.8188  9.6  23.3355  -0.0624  0.295  -0.1004
Si  -1.408  2.3229  19.963  0.153  -0.0804  0.1517
Si  8.1563  2.8885  17.9431  0.0433  -0.2178  0.1323
Si  1.902  12.6518  22.901  0.0981  -0.1279  -0.1777
Si  8.3083  4.8258  14.1216  0.1647  -0.0255  0.4665
Si  2.7029  5.0382  18.8952  0.1734  0.1029  0.3403
Si  5.2145  7.56  16.9575  0.2086  0.6115  0.1409
Si  5.7339  1.2463  25.9288  -0.0567  0.1053  -0.3552
Si  7.5405  7.9483  22.6505  -0.1431  -0.0559  -0.2219
Si  10.0081  4.8811  18.8601  0.1008  -0.1091  0.1576
O  6.0762  10.3274  28.456  0.1177  0.0965  0.0974
O  7.092  4.7959  1.4871  0.2964  -0.0116  0.3575
O  9.2598  7.7201  1.9587  0.1906  0.2113  -0.0874
O  6.8597  8.5789  1.5017  0.182  -0.1155  0.3077
O  2.6267  12.6737  2.0506  -0.3462  -0.5135  -0.3459
O  5.2701  5.8515  -0.0878  0.1333  -0.2749  0.222
O  -1.0683  4.6098  1.5318  0.0516  0.1312  0.2698
O  -2.1162  12.3858  1.4442  0.4404  -0.1104  0.4364
O  1.5576  11.9236  -0.1448  -0.059  -0.155  0.4336
O  1.3242  4.1907  2.488  0.0094  0.3373  -0.2408
O  3.7572  4.6289  1.6696  -0.2553  -0.0292  0.1911
O  12.2325  0.6492  13.9867  0.1338  -0.2425  -0.3928
O  0.7934  5.1868  13.9597  0.2476  -0.0533  -0.1736
O  -1.7088  5.2112  14.5405  0.2737  0.1385  -0.1423
O  11.1438  9.8082  14.6204  -0.0426  -0.1368  -0.2293
O  6.3829  2.7236  25.5944  -0.2218  0.0956  0.6282
O  7.6  13.7822  0.0276  -0.0017  -0.2384  0.3348
O  11.0218  12.8381  19.0389  -0.3735  -0.1303  0.1968
O  3.5695  6.2867  19.5085  -0.1728  -0.0542  -0.2826
O  8.9866  9.0295  -0.237  -0.0425  -0.0017  0.2015
O  0.099  2.0841  26.6863  0.0005  0.2747  0.3081
O  2.4625  2.4613  22.2201  -0.2029  0.1681  0.0695
O  10.1329  10.7907  -1.9378  -0.2074  -0.1661  -0.0256
O  1.4625  10.3045  2.0172  0.2262  0.4587  -0.4953
O  11.4759  3.5869  24.5552  0.1692  -0.0775  0.1411
O  1.0225  6.1784  0.8139  -0.1445  0.0877  -0.0941
O  3.4258  10.041  0.2859  -0.5076  -0.2694  0.3186
O  5.0111  3.204  -0.099  0.0182  0.1534  0.0321
O  8.2081  6.5515  22.2437  0.2399  0.1256  -0.0085
O  1.1175  8.2889  25.0426  0  -0.1956  0.4309
O  11.4211  7.8978  18.2313  0.3391  -0.1701  -0.0382
O  3.3002  5.008  22.4386  -0.4002  0.0774  0.0194
O  -0.026  6.1965  16.2483  0.1395  0.0185  -0.0829
O  10.7549  6.7703  21.3368  0.0771  0.0659  0.0434
O  9.4211  10.9809  18.1066  0.1565  0.2382  -0.2541
O  4.4393  11.2342  14.5443  0.051  0.1197  -0.6951
O  5.0242  8.173  18.456  -0.1845  -0.3391  -0.3423
O  4.8378  9.8164  23.0865  -0.1736  -0.1557  0.0355
O  -1.385  1.7884  21.5069  0.156  -0.1338  -0.3293
O  7.5742  11.6577  13.7789  0.1385  -0.4371  -0.099
O  -0.3042  6.1324  24.1718  0.3337  -0.1026  0.0298
O  0.8023  11.9183  21.9657  -0.1736  0.0998  0.1479
O  1.3103  5.6745  18.4387  0.0793  0.1039  -0.0581
O  8.0147  10.5246  16.0241  -0.0101  0.0692  -0.4184
O  13.185  7.1521  22.3972  0.0305  -0.0727  -0.0411
O  8.97  5.4501  20.007  0.266  -0.1129  0.1498
O  9.2793  4.0548  17.6401  -0.1145  -0.1491  0.2096
O  7.4147  4.6132  15.4605  -0.2401  0.0264  0.3433
O  9.8247  4.614  22.5703  0.1809  0.2905  -0.2391
O  8.5623  2.3653  19.4559  0.2738  0.2299  -0.3439
O  10.2744  12.0026  15.804  -0.1076  -0.232  -0.173
O  0.8039  4.4671  22.2385  0.0311  0.036  0.0885
O  3.8698  8.5808  20.8509  0.0017  -0.2144  -0.1414
O  3.965  6.6354  16.4262  0.0983  -0.3457  0.1396
O  8.1855  1.5665  16.9799  0.2094  -0.0022  0.0183
O  5.2994  11.7875  24.7183  -0.2153  0.0025  0.2223
O  10.0395  11.2137  23.186  0.1608  -0.3152  -0.24
O  2.4652  8.6088  18.6017  -0.0723  -0.2308  0.1696
O  11.1791  8.8798  22.8675  -0.0652  -0.1213  -0.0153
O  3.3642  4.3063  17.583  -0.003  0.4465  -0.1402
O  5.2358  8.8664  15.9863  0.0552  -0.1615  0.0949
O  12.3255  8.7393  20.5659  -0.0398  -0.1855  -0.078
O  3.8347  11.7651  -1.6452  -0.3057  -0.0919  0.1536
O  1.2078  1.326  24.3533  -0.0252  0.2387  0.1352
O  12.0238  10.4144  18.5581  -0.2175  -0.1687  0.1376
O  7.852  9.5891  -2.5623  0.3637  0.1628  0.1562
O  8.57  9.175  22.3721  0.1463  -0.2251  0.363
O  7.817  6.7356  -0.1656  0.1037  0.2448  0.4899
O  6.5356  6.5509  17.0156  -0.4313  -0.1154  -0.0735
O  -0.6809  3.7584  19.7443  -0.5361  0.047  -0.203
O  3.1997  11.7375  23.0728  -0.1024  -0.0235  0.2149
O  2.3339  3.1552  25.8471  -0.2228  -0.0338  0.1775
O  4.1069  7.3402  23.2394  -0.2414  0.0117  -0.1381
O  2.2437  5.9983  24.6956  -0.448  0.2249  0.2169
O  7.9422  11.3543  -0.5822  0.1861  -0.0819  0.2511
O  2.4737  3.9931  20.1169  -0.0021  0.2553  -0.1651
O  6.753  3.7198  17.8111  0.168  0.3562  -0.2373
O  10.3452  10.8544  20.5904  0.1622  0.2605  -0.1516
O  6.2136  8.0818  21.7601  -0.0499  0.0115  0.2534

Results
free energy: -50445.635 eV
free energy less fixed offsets of O -463.61, Si -117.95 eV per atom: -20.295 eV
pressure: -1.58 GPa
stress xx, yy, zz, yz, xz, xy (GPa, positive in tension): 2, 1.6, 1.15, 0.02, -0.24, 0

The program warned: the forces do not sum to zero within the program's tolerance.
